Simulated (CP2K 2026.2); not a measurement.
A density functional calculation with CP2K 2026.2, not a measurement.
Periodic cell of 506 atoms, Si360O146, from a study of silicon, its oxide and their interface. The atomic structure is a simulated model.
Doubt: the forces sum to 0.86 eV/angstrom along one axis rather than to zero, so they err by at least 0.0017 eV/angstrom per atom on average; the grid cutoff is modest.

Settings: functional PBE; method Gaussian and plane waves; basis set DZVP-MOLOPT-SR-GTH; pseudopotentials GTH-PBE; grid cutoff 350 Ry, relative cutoff 50 Ry; k points Gamma only; occupations fixed; spin none; net charge 0.

Cell vectors (angstrom)
a	16.32	0	0
b	0	16.32	0
c	-0.4874	6.8571	34.011

Atoms and the computed forces on them: element, x, y, z (angstrom), force x, y, z (eV/angstrom)
Si	14.6	15.381	0.2	-0.237	0.178	0.567
Si	1.144	1.691	0.181	0.046	-0.174	0.725
Si	-0.004	5.535	1.37	0.02	0.002	0.023
Si	0.912	7.292	0.035	-0.04	-0.042	-0.059
Si	15.008	15.861	33.985	0.052	-0.231	0.547
Si	1.503	12.111	0.112	-0.1	0.088	0.699
Si	4.311	14.724	0.214	-0.129	0.077	0.757
Si	5.695	8.477	33.997	0.036	0.255	0.408
Si	4.553	3.467	0.126	0.051	-0.019	0.003
Si	7.259	6.242	0.097	0.121	-0.166	0.62
Si	3.681	9.888	0.035	0.2	-0.072	0.756
Si	6.62	12.603	0.077	0.089	-0.207	0.679
Si	10.072	14.517	0.282	-0.018	0.009	0.01
Si	12.877	0.81	0.141	0.09	-0.249	0.671
Si	8.991	4.557	0.004	-0.129	0.111	0.667
Si	9.901	14.673	29.586	0.026	-0.058	0.124
Si	9.907	9.094	0.151	0.253	-0.12	0.553
Si	11.719	12.776	0.148	-0.097	0.08	0.606
Si	-0.008	16.384	1.448	-0.034	-0.015	-0.056
Si	2.77	2.735	1.486	-0.036	-0.015	-0.026
Si	15.198	3.87	0.13	-0.373	0.399	0.104
Si	2.637	8.224	1.336	0.056	-0.003	-0.041
Si	-0.014	10.798	1.324	-0.007	0.001	-0.035
Si	2.721	13.574	1.471	-0.016	-0.038	-0.021
Si	5.395	16.341	1.506	-0.021	-0.011	0.014
Si	8.065	2.674	1.145	-0.042	-0.009	-0.067
Si	5.494	5.285	1.331	-0.013	0.055	-0.065
Si	8.17	8.057	1.348	-0.036	-0.027	-0.05
Si	5.428	10.928	1.273	-0.051	0.016	-0.069
Si	8.222	13.635	1.439	-0.029	0.009	-0.043
Si	11.054	16.286	1.419	0.052	0.048	-0.035
Si	13.641	2.665	1.391	-0.016	-0.022	-0.031
Si	10.776	5.51	1.256	-0.004	-0.059	-0.062
Si	13.583	8.2	1.227	0.001	-0.033	-0.007
Si	10.868	10.905	1.352	-0.015	0.012	-0.009
Si	13.546	13.64	1.384	0.028	0.034	-0.061
Si	14.998	1.41	2.851	-0.042	-0.021	0.032
Si	1.417	4.204	2.733	-0.036	-0.035	0.011
Si	14.853	6.804	2.695	0.009	0.014	-0.029
Si	1.335	9.533	2.788	0.031	-0.01	0.004
Si	14.934	12.206	2.647	0.007	0.013	0
Si	1.346	14.97	2.753	0.033	0.019	0.009
Si	4.003	1.307	2.872	0.002	0.008	-0.023
Si	6.825	3.977	2.743	0.017	-0.011	-0.018
Si	4.08	6.772	2.573	-0.007	0.012	0.008
Si	6.772	9.495	2.607	0.024	0.038	0.001
Si	4.117	12.219	2.777	-0.007	-0.018	0.028
Si	6.872	15.026	2.776	-0.043	-0.038	-0.004
Si	9.526	1.376	2.558	-0.046	-0.001	-0.033
Si	12.185	4.102	2.582	0.059	0.032	0.013
Si	9.513	6.778	2.791	-0.007	-0.042	-0.03
Si	12.324	9.601	2.682	-0.023	-0.025	-0.055
Si	9.472	12.17	2.779	0.034	0.037	-0.045
Si	12.291	14.954	2.882	-0.008	0.005	-0.007
Si	13.645	16.339	4.184	0.026	-0.007	0.017
Si	0.06	2.804	4.108	0.004	-0.011	-0.001
Si	13.535	5.419	4.035	-0.008	-0.017	0.021
Si	16.258	8.152	4.073	0.012	0.009	-0.029
Si	13.619	10.911	4.104	0.01	0.017	0.031
Si	-0.024	13.569	4.044	-0.007	-0.01	-0.006
Si	2.665	16.277	4.189	0.003	-0.009	0.022
Si	5.434	2.686	4.131	0.015	0.017	-0.029
Si	2.769	5.51	4.086	-0.015	0.022	0.015
Si	5.422	8.134	3.977	0.009	-0.008	0.02
Si	2.731	10.872	4.123	0.016	0.021	-0.005
Si	5.479	13.62	4.092	-0.026	-0.012	-0.018
Si	8.23	16.387	4.074	0.017	0.006	0.017
Si	10.847	2.74	3.977	0.008	-0.017	0.019
Si	8.158	5.385	4.098	0.003	-0.021	0.043
Si	10.924	8.195	4.035	0.012	-0.001	-0.029
Si	8.105	10.812	4.076	-0.021	-0.017	0.014
Si	10.858	13.565	4.12	0.004	0.004	-0.01
Si	14.991	14.933	5.474	-0.006	0.01	0.008
Si	1.349	1.389	5.488	-0.013	0.001	0.001
Si	14.94	4.111	5.424	-0.004	0.026	0.003
Si	1.348	6.826	5.427	0.003	-0.01	0.011
Si	14.957	9.529	5.456	-0.022	-0.01	0.014
Si	1.353	12.244	5.44	-0.012	0.011	-0.004
Si	4.091	14.935	5.477	0.013	0	0.007
Si	6.828	1.358	5.465	0.023	-0.011	0.008
Si	4.093	4.101	5.445	-0.007	0.03	0.025
Si	6.779	6.789	5.39	-0.025	0.005	0.003
Si	4.094	9.479	5.418	0.006	-0.022	-0.006
Si	6.798	12.221	5.441	0.013	0.002	0.007
Si	9.527	14.973	5.446	0.003	0.016	0.017
Si	12.209	1.398	5.415	-0.025	0.016	-0.015
Si	9.535	4.055	5.437	0.009	-0.002	0.004
Si	12.23	6.807	5.418	0.005	-0.018	-0.007
Si	9.523	9.499	5.417	0.008	-0.003	0.005
Si	12.239	12.236	5.469	0.003	0.011	0.016
Si	0.001	16.322	6.827	0.011	-0.006	0.009
Si	2.735	2.739	6.814	-0.003	-0.011	0.009
Si	-0.007	5.458	6.788	0.004	0	0
Si	2.717	8.162	6.798	-0.012	0.011	0.001
Si	0.005	10.883	6.81	0.01	0.001	0.009
Si	2.715	13.585	6.818	0.001	-0.003	0.007
Si	5.459	16.31	6.811	-0.006	0.007	0.003
Si	8.176	2.721	6.819	-0.01	0.011	0.007
Si	5.445	5.456	6.802	0.004	-0.012	0.012
Si	8.154	8.137	6.766	0.019	-0.025	0.005
Si	5.435	10.857	6.79	-0.01	-0.003	-0.008
Si	8.158	13.598	6.791	-0.003	-0.007	0.004
Si	10.885	16.337	6.8	-0.001	-0.005	0.001
Si	13.585	2.739	6.784	0.006	-0.003	0.001
Si	10.88	5.442	6.786	-0.011	-0.005	0.006
Si	13.592	8.154	6.794	0.004	0.006	0.003
Si	10.868	10.865	6.798	0.01	0.009	0.005
Si	13.603	13.596	6.822	-0.005	0.007	0.006
Si	14.988	17.691	13.593	-0.017	0.003	-0.009
Si	1.38	4.094	13.599	-0.005	0.002	-0.003
Si	14.967	6.793	13.594	0	0.003	-0.007
Si	1.378	9.512	13.608	-0.016	0.003	-0.007
Si	14.96	12.254	13.593	-0.014	0.002	-0.014
Si	1.366	14.971	13.607	0.009	-0.011	-0.008
Si	4.077	17.684	13.594	-0.013	0.002	-0.007
Si	6.782	4.06	13.603	-0.006	0.013	-0.016
Si	4.077	6.801	13.619	0.01	-0.01	-0.008
Si	6.793	9.516	13.631	0.003	-0.002	0.003
Si	4.084	12.217	13.612	0.01	0.011	-0.006
Si	6.801	14.955	13.584	-0.012	0	-0.012
Si	9.509	17.672	13.595	0.018	-0.015	-0.001
Si	12.254	4.103	13.606	0.001	-0.01	-0.013
Si	9.527	6.804	13.602	0.008	-0.007	-0.009
Si	12.235	9.516	13.572	0.005	0.008	-0.008
Si	9.504	12.225	13.579	-0.01	0.01	-0.008
Si	12.236	14.938	13.582	0.002	0.009	-0.013
Si	13.651	16.27	14.907	0.005	-0.014	-0.003
Si	0.013	19.076	14.958	-0.001	0.001	0.011
Si	13.62	5.454	14.984	0.004	0.001	0.002
Si	0.018	8.139	14.95	-0.004	0.008	-0.014
Si	13.59	10.879	14.921	0.009	0.005	-0.021
Si	-0.017	13.63	14.962	-0.012	0.007	0
Si	2.723	16.338	14.965	-0.006	0	-0.017
Si	5.428	19.021	14.986	0.005	-0.003	-0.016
Si	2.738	5.434	14.99	-0.019	-0.004	-0.006
Si	5.401	8.18	14.996	-0.005	0.006	0.008
Si	2.75	10.84	14.99	0.013	-0.013	0.022
Si	5.456	13.586	14.944	0.007	0.01	-0.013
Si	8.144	16.312	14.959	0.003	-0.006	0
Si	10.858	19.067	14.923	-0.012	0.025	0.004
Si	8.157	5.423	14.931	0.015	-0.012	-0.009
Si	10.898	8.166	14.959	-0.014	0.006	-0.019
Si	8.159	10.888	14.976	0.022	0.011	0.001
Si	10.851	13.585	14.936	-0.002	-0.008	-0.005
Si	14.971	14.975	16.397	0.011	0.009	-0.033
Si	1.312	17.668	16.316	-0.01	-0.007	-0.034
Si	15.051	4.166	16.35	0.001	-0.002	0.029
Si	1.426	6.849	16.343	0.002	0.033	-0.017
Si	14.906	9.463	16.251	-0.014	0.021	0.008
Si	1.354	12.236	16.247	-0.029	-0.008	-0.024
Si	4.157	15.009	16.273	0	0.002	0.026
Si	6.837	17.703	16.348	0.018	0.002	-0.027
Si	4.038	4.018	16.362	-0.008	0.032	0.018
Si	6.793	6.785	16.256	-0.001	0.001	-0.004
Si	4.077	9.51	16.464	-0.005	-0.001	-0.006
Si	6.744	12.195	16.346	-0.021	-0.009	-0.027
Si	9.431	14.877	16.303	-0.003	0.002	0.025
Si	12.27	17.663	16.143	-0.007	-0.006	-0.011
Si	9.492	4.082	16.333	0.026	-0.04	-0.047
Si	12.212	6.775	16.34	0.028	-0.009	-0.013
Si	9.593	9.58	16.309	-0.022	-0.011	0.013
Si	12.274	12.282	16.275	-0.005	0.023	-0.028
Si	-0.015	16.38	17.78	-0.012	0.028	0.026
Si	2.629	18.962	17.728	0.007	0.011	0.074
Si	0.127	5.556	17.765	-0.034	-0.018	0.051
Si	2.717	8.137	17.854	-0.007	-0.006	0.019
Si	-0.045	10.838	17.525	0.03	0.006	0.042
Si	2.749	13.635	17.51	0.001	-0.056	0.046
Si	5.532	16.323	17.707	-0.013	-0.023	0.047
Si	8.174	19.061	17.758	-0.017	0.005	0.017
Si	5.462	5.4	17.619	0.06	-0.002	0.026
Si	8.174	8.183	17.532	0.019	-0.04	0.04
Si	5.436	10.889	17.834	0.052	0.024	0.011
Si	8.062	13.502	17.749	0.022	0.05	0.051
Si	10.887	16.303	17.432	0.018	-0.029	0.04
Si	13.627	19.012	17.481	0.016	-0.01	0.077
Si	10.822	5.433	17.707	0.023	0.02	0.016
Si	13.574	8.128	17.687	0.053	0.012	0.032
Si	10.986	10.957	17.683	-0.03	-0.048	0.006
Si	13.589	13.592	17.722	0.011	-0.011	0.002
Si	15.691	19.683	20.288	0.087	-0.12	-0.035
Si	1.38	4.083	19.173	0.001	0.027	0.03
Si	13.951	4.984	20.003	-0.069	0.088	0.033
Si	1.221	9.58	19.056	-0.018	-0.025	0.034
Si	14.957	12.127	18.973	-0.036	-0.026	0.079
Si	1.455	14.953	18.951	0.017	0.041	0.041
Si	4.091	17.619	19.033	-0.033	0.002	-0.005
Si	6.785	4.118	19.115	0.026	-0.014	0.021
Si	5.954	7.678	20.275	0.183	-0.203	-0.585
Si	6.916	9.457	19.054	-0.009	0.013	0.063
Si	3.979	12.354	19.039	-0.011	0.013	-0.019
Si	6.767	14.918	19.194	0.045	0.003	0.049
Si	9.614	17.592	18.901	-0.007	-0.001	0.021
Si	12.233	3.951	18.851	-0.047	-0.081	-0.023
Si	9.448	6.872	18.991	-0.009	0.015	0
Si	12.293	9.547	19.069	0.01	0.03	0.017
Si	9.545	12.199	19.075	0.01	-0.013	0.037
Si	12.153	15.025	18.916	-0.033	-0.024	0.02
Si	13.047	16.797	20.162	0.035	-0.034	-0.044
Si	14.873	17.797	19.079	-0.009	0.01	0.042
Si	14.993	6.89	19.122	0.038	0.083	-0.019
Si	15.804	8.752	20.467	-0.196	0.081	-0.525
Si	14.032	10.462	20.426	0.02	0.055	0.064
Si	0.437	13.169	20.034	0.145	-0.227	-0.561
Si	3.167	15.844	20.339	0.004	-0.057	0.033
Si	5.1	19.315	20.333	-0.004	-0.01	0.05
Si	3.382	4.779	20.359	0.055	-0.191	-0.614
Si	4.16	6.673	19.108	-0.001	-0.007	0.074
Si	2.112	11.449	20.16	-0.022	0.001	-0.028
Si	4.849	14.069	20.425	-0.011	0.029	0.038
Si	8.756	15.837	20.186	0.023	-0.236	-0.517
Si	11.356	18.509	20.174	0.007	0.046	-0.045
Si	7.687	5.977	20.303	-0.016	0.02	0.015
Si	10.519	8.555	20.251	0.01	-0.02	0.052
Si	8.773	10.3	20.308	0.156	-0.174	-0.641
Si	-0.332	5.812	26.745	0.045	0.006	0.045
Si	13.485	11.496	22.534	0.188	-0.337	-0.731
Si	13.161	5.211	22.161	0.304	-0.17	-0.672
Si	13.048	16.405	22.452	-0.02	0.167	-0.594
Si	-0.113	20.276	29.179	0.029	0.038	-0.028
Si	11.278	13.822	22.349	-0.291	0.153	-0.691
Si	15.758	20.243	22.578	-0.222	-0.129	-0.659
Si	6.195	8.19	23.307	0.03	-0.007	-0.229
Si	1.866	20.393	25.574	-0.086	-0.014	0.047
Si	8.351	6.053	22.553	-0.314	0.009	-0.702
Si	4.38	7.888	25.822	0.073	0.014	0.027
Si	5.735	12.445	28.465	-0.026	0.061	0.005
Si	7.353	11.017	22.999	-0.014	-0.067	-0.055
Si	13.247	7.158	26.178	-0.069	0.042	0.134
Si	2.295	11.26	22.466	-0.127	0.066	-0.755
Si	11.112	7.538	22.302	-0.106	0.306	-0.686
Si	6.499	19.388	25.104	0.063	-0.025	-0.026
Si	13.717	15.68	26.885	-0.003	0.083	0.095
Si	10.417	14.09	20.197	-0.011	-0.001	0.046
Si	11.071	8.073	31.336	-0.093	-0.052	0.113
Si	14.153	11.724	32.097	-0.054	-0.297	0.688
Si	7.202	8.257	29.842	-0.3	-0.553	0.262
Si	8.705	16.991	31.189	-0.52	0.329	-0.004
Si	9.033	10.354	31.068	-0.039	0.054	0.074
Si	3.458	16.818	28.521	0.107	-0.004	-0.001
Si	2.166	5.537	23.058	-0.031	-0.034	0.003
Si	5.523	20.697	29.597	0.042	0.12	0.07
Si	11.784	19.367	28.373	-0.102	-0.037	0.02
Si	4.909	9.588	28.132	-0.002	0.023	0.101
Si	2.692	8.774	30.059	0.051	0.104	0.065
Si	5.712	16.782	26.594	-0.015	-0.07	-0.028
Si	10.653	19.421	31.169	-0.04	0.066	0.192
Si	9.201	19.982	24.265	0.04	0.002	-0.006
Si	11.414	18.946	22.48	-0.002	-0.295	-0.589
Si	4.074	14.798	24.678	0.026	0.041	-0.039
Si	8.541	7.369	27.192	-0.005	0.059	0.048
Si	6.337	6.726	31.336	0.076	0.552	-0.429
Si	7.66	16.054	22.876	0.104	-0.018	0.014
Si	2.748	19.741	28.401	0.062	-0.012	0.012
Si	10.028	9.781	26.77	-0.04	-0.032	-0.067
Si	0.473	9.928	28.585	0.029	0.061	-0.132
Si	5.336	13.292	31.312	0.071	-0.071	0.201
Si	11.862	14.022	31.874	-0.195	-0.002	0.604
Si	14.67	13.768	28.898	0.064	0.069	-0.049
Si	10.904	16.612	27.454	-0.036	-0.053	0.114
Si	4.357	16.189	31.249	0.034	-0.023	0.122
Si	3.418	14.049	27.385	0.096	0.001	0.001
Si	3.17	11.132	32.16	0.288	-0.271	0.494
Si	2.061	6.746	32.078	-0.048	-0.003	0.129
Si	14.046	15.944	31.024	0.032	0.03	-0.011
Si	12.108	8.608	28.629	0.056	0.017	-0.05
Si	1.131	12.955	29.074	-0.04	0.132	0.058
Si	0.657	18.012	24.107	0.045	0.05	-0.024
Si	14.458	17.926	28.658	-0.08	-0.089	0.128
Si	10.835	5.336	26.402	-0.113	-0.013	0.071
Si	15.353	15.597	24.354	0.004	0.044	-0.126
Si	6.75	18.312	31.25	0.499	-0.268	-0.087
Si	12.138	9.416	24.507	-0.019	-0.012	0.022
Si	5.438	18.201	22.43	0.126	0.272	-0.587
Si	-0.13	13.051	22.997	-0.019	0.004	-0.201
Si	8.725	12.074	28.371	0.005	-0.057	0.139
Si	4.96	12.927	22.515	-0.056	0.419	-0.584
Si	1.237	8.384	26.098	-0.063	0.043	0.007
Si	11.646	7.382	0.071	0	0.043	0.005
Si	0.742	12.96	32.02	0.064	0.55	0.479
Si	9.166	21.927	32.092	0.259	-0.119	0.566
Si	1.163	8.507	23.158	-0.194	0.075	-0.118
Si	8.608	13.503	23.972	-0.001	0.11	-0.11
Si	8.376	15.791	25.762	-0.035	-0.039	-0.126
Si	2.821	16.642	22.539	0.036	-0.395	-0.575
Si	6.026	5.641	26.766	0.069	-0.034	0.143
Si	14.042	10.692	29.418	0.118	-0.015	0.07
Si	-0.324	21.017	32.049	-0.004	0.083	0.239
Si	14.939	17.686	8.154	-0.012	-0.03	0.006
Si	1.352	4.092	8.154	-0.013	-0.006	-0.003
Si	14.962	6.811	8.16	0.013	0.009	0.004
Si	1.37	9.526	8.166	0.017	0.002	0.008
Si	14.963	12.235	8.175	-0.009	0.006	-0.007
Si	1.371	14.964	8.175	0.01	0.026	0.001
Si	4.097	17.685	8.16	0.015	0.012	0
Si	6.809	4.092	8.161	0.013	-0.001	0.003
Si	4.074	6.802	8.161	-0.013	-0.006	-0.008
Si	6.807	9.505	8.141	-0.001	0.021	-0.005
Si	4.076	12.213	8.161	-0.016	-0.018	0.011
Si	6.802	14.943	8.169	-0.009	-0.012	0.006
Si	9.525	17.678	8.176	-0.013	-0.002	0.001
Si	12.24	4.094	8.158	0.008	0.02	0.001
Si	9.508	6.788	8.147	-0.001	-0.02	0.005
Si	12.23	9.508	8.157	-0.012	-0.016	0.001
Si	9.519	12.239	8.152	0.01	0.011	0.001
Si	12.245	14.974	8.162	0.018	0.005	0.006
Si	13.598	16.329	9.53	-0.004	0.007	0.004
Si	-0.005	2.722	9.507	0	0.001	-0.005
Si	13.606	5.444	9.518	0.004	-0.003	0.002
Si	0.004	8.167	9.52	0.002	0.005	-0.001
Si	13.599	10.865	9.518	0.004	-0.002	-0.003
Si	0.003	13.603	9.53	0.003	-0.006	0
Si	2.736	16.323	9.523	0.001	-0.012	0.005
Si	5.448	2.729	9.519	0	0.003	-0.002
Si	2.714	5.444	9.518	0.005	-0.004	0.005
Si	5.444	8.157	9.517	-0.007	-0.006	0
Si	2.725	10.871	9.539	-0.008	0.007	0.003
Si	5.433	13.583	9.518	0.001	0.005	0.002
Si	8.161	16.312	9.522	0.01	-0.004	0.004
Si	10.883	2.73	9.525	0.005	-0.017	-0.001
Si	8.164	5.44	9.531	-0.008	0.008	0.003
Si	10.867	8.15	9.511	-0.001	0.005	-0.006
Si	8.154	10.874	9.506	0.009	-0.005	0
Si	10.882	13.6	9.508	-0.006	0.012	-0.005
Si	14.963	14.968	10.886	-0.009	0.012	0.008
Si	1.372	17.691	10.866	-0.002	-0.004	-0.005
Si	14.961	4.076	10.878	0.01	-0.002	0.001
Si	1.357	6.8	10.879	-0.005	0.007	-0.007
Si	14.971	9.525	10.886	-0.001	-0.005	-0.002
Si	1.364	12.241	10.888	0.006	-0.001	-0.001
Si	4.077	14.946	10.885	0.004	0.008	0.002
Si	6.794	17.673	10.874	-0.002	0.005	0.001
Si	4.084	4.092	10.875	-0.011	-0.008	-0.003
Si	6.799	6.799	10.886	0.007	-0.01	-0.001
Si	4.09	9.509	10.891	0.004	0.005	0.003
Si	6.799	12.23	10.875	-0.006	0.001	-0.003
Si	9.529	14.958	10.875	-0.005	-0.013	0.001
Si	12.24	17.69	10.887	0.002	-0.006	-0.005
Si	9.522	4.081	10.895	0.004	0.001	0.006
Si	12.244	6.805	10.87	-0.005	0.001	-0.001
Si	9.502	9.508	10.871	0.01	0.009	-0.001
Si	12.233	12.227	10.864	0.004	0.011	-0.007
Si	0.022	16.333	12.231	0.021	0.014	0.008
Si	2.73	2.733	12.233	0.024	0.023	-0.003
Si	0.003	5.434	12.236	-0.012	-0.019	-0.006
Si	2.721	8.147	12.243	-0.013	-0.02	0.007
Si	0.014	10.884	12.254	0.014	0.031	-0.003
Si	2.72	13.589	12.258	-0.024	-0.01	-0.004
Si	5.431	16.312	12.236	-0.011	-0.02	-0.004
Si	8.147	2.708	12.237	-0.018	-0.024	0.009
Si	5.439	5.445	12.25	-0.001	0.008	-0.002
Si	8.149	8.159	12.255	-0.012	-0.002	-0.007
Si	5.451	10.872	12.248	0.008	0.015	0.011
Si	8.163	13.6	12.223	0.031	0.023	-0.011
Si	10.884	16.322	12.239	0.011	0.018	-0.009
Si	13.602	2.723	12.248	-0.017	-0.013	-0.005
Si	10.893	5.453	12.24	0.027	0.015	0
Si	13.611	8.159	12.232	0.012	0.018	-0.002
Si	10.864	10.867	12.219	-0.022	-0.023	-0.003
Si	13.592	13.586	12.219	-0.014	-0.027	0.005
O	8.097	16.554	24.348	-0.116	0.458	-0.066
O	6.77	9.668	23.656	0.145	0.169	0.357
O	0.525	8.605	24.651	-0.702	0.321	0.106
O	12.047	15.173	22.833	-0.034	0.016	0.43
O	10.811	18.148	27.941	-0.418	-0.004	0.192
O	0.01	13.709	21.528	0.088	0.296	0.008
O	5.116	13.901	23.819	0.206	-0.059	0.072
O	7.399	7.105	23.35	0.076	-0.085	0.628
O	6.041	20.84	25.615	-0.357	0.115	-0.369
O	14.613	6.32	26.083	-0.081	-0.203	-0.247
O	2.655	18.15	28.138	-0.385	0.061	-0.167
O	8.451	10.639	21.88	0.176	-0.19	0.18
O	9.538	20.601	31.216	-0.347	-0.172	-0.448
O	15.512	20.487	30.614	-0.37	-0.248	-0.088
O	15.797	18.99	23.599	-0.413	-0.196	0.307
O	0.835	22.093	31.742	-0.112	0.185	-0.53
O	3.262	5.131	21.957	0.296	-0.169	0.17
O	5.717	7.676	32.53	0.02	-0.045	0.002
O	12.05	8.08	32.61	0.109	0.32	-0.341
O	5.481	17.322	31.357	0.051	-0.108	0.202
O	1.091	12.033	23.248	0.026	-0.117	0.519
O	2.83	7.346	30.793	0.332	-0.385	-0.328
O	12.57	15.44	31.465	-0.53	0.405	-0.045
O	14.704	16.747	27.589	0.614	0.041	-0.218
O	6.258	16.761	22.454	-0.359	-0.226	-0.282
O	8.33	20.944	23.299	-0.24	-0.425	-0.163
O	12.065	20.427	22.639	-0.064	0.311	0.077
O	7.587	22.226	31.966	0.065	-0.118	0.273
O	8.843	16.403	32.698	-0.175	-0.093	-0.019
O	3.313	16.641	30.116	-0.563	-0.028	0.055
O	-0.123	13.691	28.359	0.025	0.332	-0.529
O	2.232	9.709	22.942	0.308	-0.016	0.339
O	3.015	15.458	23.646	-0.426	-0.12	0.064
O	7.196	12.174	27.837	-0.065	-0.174	-0.56
O	12.966	10.55	23.731	0.19	0.11	0.274
O	1.152	8.87	29.593	-0.328	-0.565	0.167
O	10.135	13.477	23.446	-0.034	-0.105	0.558
O	8.851	11.218	32.419	0.213	0.092	-0.355
O	3.667	15.988	32.686	0.05	-0.371	-0.112
O	14.806	12.235	23.102	-0.042	-0.122	0.636
O	14.525	16.114	23.059	0.481	0.17	-0.511
O	1.654	11.665	32.418	-0.184	-0.435	0.143
O	0.776	4.813	22.707	0.059	0.383	-0.233
O	2.445	13.059	28.172	0.16	-0.34	-0.223
O	6.898	19.003	32.724	0.658	0.116	0.051
O	15.538	12.495	31.722	-0.175	0.378	-0.317
O	14.014	10.506	31.027	-0.258	-0.581	0.265
O	14.026	17.267	30.087	-0.288	0.497	0.344
O	10.056	18.94	23.372	-0.417	-0.526	0.147
O	3.16	10.004	30.998	0.08	-0.062	-0.049
O	13.038	7.69	27.69	0.292	-0.003	0.383
O	9.957	17.988	30.92	0.105	-0.249	-0.094
O	4.972	20.547	33.671	-0.207	0.221	-0.352
O	10.183	20.813	25.212	0.15	-0.056	-0.096
O	11.129	10.026	25.616	-0.145	0.273	-0.178
O	1.5	20.286	29.265	0.233	0.059	0.267
O	11.19	8.662	23.45	-0.274	0.026	0.168
O	12.685	10.099	28.823	-0.402	0.313	-0.155
O	4.072	20.106	29.23	-0.048	-0.29	0.462
O	8.534	14.212	25.426	0.248	-0.269	0.431
O	13.226	8.425	25.176	0.666	0.012	-0.24
O	1.978	7.127	23.022	0.198	-0.059	0.151
O	4.028	12.436	31.704	0.046	0.128	0.133
O	14.285	15.206	25.476	-0.334	-0.458	-0.01
O	9.767	6.327	27.084	0.079	-0.093	0.357
O	6.364	13.413	32.546	0.083	0.252	-0.232
O	12.51	6.69	22.372	0.362	0.415	-0.054
O	2.133	17.904	33.544	0.163	-0.008	-0.385
O	0.277	19.788	32.92	0.05	0.05	-0.364
O	12.918	12.773	31.889	-0.291	0.082	-0.073
O	8.054	11.992	24.086	0.275	-0.18	0.318
O	0.384	21.017	25.813	-0.208	-0.234	-0.178
O	8.789	15.687	30.211	-0.493	-0.082	-0.367
O	6.173	21.302	28.239	0.197	0.13	-0.027
O	-0.461	9.622	33.666	-0.187	-0.149	-0.289
O	13.308	18.923	28.127	0.043	0.381	-0.171
O	2.881	15.531	27.753	-0.424	0.126	-0.297
O	15.809	18.787	28.702	0.514	-0.236	-0.115
O	10.433	9.552	31.172	0.307	0.229	0.159
O	14.146	12.271	29.146	-0.414	-0.02	0.104
O	6.034	12.588	30.048	0.369	-0.106	-0.058
O	1.315	13.531	30.59	0.426	0.478	0.006
O	4.953	13.737	27.855	0.279	0.345	0.04
O	15.71	21.451	28.185	-0.279	0.248	0.173
O	8.813	8.762	26.372	-0.464	0.195	-0.594
O	8.72	16.463	21.727	0.149	0.299	0.235
O	3.152	22.252	32.917	0.264	0.18	-0.386
O	3.919	17.804	22.826	-0.124	0.233	0.249
O	2.651	5.003	24.505	0.347	0.31	0.039
O	5.571	8.166	21.807	-0.533	0.104	0.181
O	11.94	7.794	30.008	0.351	-0.488	-0.025
O	0.002	16.772	24.902	-0.091	-0.192	0.694
O	0.969	9.662	27.063	0.121	0.391	-0.37
O	1.456	8.011	32.88	0.309	0.129	-0.094
O	0.866	11.375	29.153	-0.025	0.06	0.432
O	10.696	13.852	30.747	-0.218	-0.386	0.091
O	9.244	13.59	28.586	0.024	0.112	-0.504
O	14.713	14.722	30.205	0.185	-0.069	0.042
O	4.667	6.508	26.626	-0.547	-0.269	0.156
O	6.021	19.175	23.575	0.202	0.582	-0.26
O	2.799	8.156	25.781	-0.113	0.13	-0.377
O	5.024	7.814	24.345	-0.428	-0.351	-0.264
O	5.372	21.891	30.697	-0.595	0.156	0.079
O	11.512	19.389	32.547	0.513	0.012	-0.062
O	5.014	16.896	28.049	0.564	-0.121	0.447
O	2.731	20.419	26.932	0.518	0.157	0.006
O	14.723	21.7	32.776	-0.074	0.028	-0.491
O	5.839	18.291	26.067	-0.317	0.131	0.336
O	9.532	11.24	27.244	0.231	0.376	-0.432
O	14.839	16.281	32.395	0.195	0.586	-0.181
O	15.195	9.826	28.693	-0.151	-0.394	-0.315
O	9.963	6.911	31.53	-0.066	0.078	-0.09
O	0.65	7.09	26.872	0.003	0.161	0.355
O	7.252	6.665	26.528	0.093	0.137	-0.394
O	8.265	7.646	28.773	0.257	-0.048	0.03
O	8.109	19.236	25.19	0.308	-0.251	0.283
O	8.935	11.305	29.779	-0.05	0.015	-0.041
O	11.635	19.707	29.939	0.515	0.493	-0.057
O	6.182	11.885	22.304	0.001	-0.027	-0.569
O	12.42	17.79	23.073	0.148	0.177	0.451
O	12.277	16.349	26.66	0.03	0.085	-0.328
O	12.025	6.2	25.75	0.165	0.117	-0.308
O	4.864	15.951	25.493	0.033	0.056	-0.002
O	1.675	18.873	25.029	0.381	-0.134	-0.018
O	4.957	14.769	30.815	0.096	0.097	-0.524
O	9.892	6.541	22.653	0.05	-0.348	0.161
O	6.456	19.488	30.158	0.257	0.103	-0.152
O	12.335	12.599	22.245	-0.007	-0.131	-0.073
O	7.703	14.415	22.937	-0.347	-0.313	-0.168
O	3.618	8.83	28.74	-0.221	-0.155	-0.275
O	14.524	4.908	23.014	0.142	0.201	0.839
O	10.896	15.603	28.716	0.401	-0.123	0.33
O	6.195	9.188	28.997	0.224	0.047	-0.062
O	3.321	13.879	25.778	-0.516	-0.583	-0.295
O	9.7	16.353	26.439	0.128	0.334	-0.111
O	5.078	9.122	26.603	0.122	0.137	-0.21
O	-0.014	8.548	22.035	-0.144	-0.229	0.212
O	1.401	17.384	22.801	-0.418	0.04	-0.48
O	3.675	11.994	22.875	-0.117	0.082	0.293
O	7.882	9.231	30.952	-0.111	-0.3	0.371
O	-0.1	14.279	24.031	0.492	0.046	0.57
O	7.148	16.069	26.769	0.156	-0.166	0.598
O	11.434	20.677	27.524	-0.023	0.197	0.4
O	10.676	8.92	27.978	-0.461	-0.133	0.237
O	4.76	11.188	28.183	-0.345	0.184	-0.224
O	13.637	14.379	27.83	-0.574	-0.484	-0.224

Results
total energy: -102534.296 eV
total energy less fixed offsets of O -438.35, Si -107.03 eV per atom: -4.396 eV
